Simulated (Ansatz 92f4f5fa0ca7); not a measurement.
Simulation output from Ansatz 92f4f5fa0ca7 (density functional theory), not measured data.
Periodic cell of 226 atoms, Si132O92P2, from a study of silicon, its oxide and their interface. The atomic structure is a simulated model.

Settings
functional: PBE
potential files: Ansatz PAW
basis: plane waves
wave-function cutoff: 700 eV
density cutoff ratio: 5
exchange-correlation grid ratio: 1
k mesh: 2 x 2 x 1, shifted by 0.5 0.5 0.5 of a step
self-consistency stop: 5e-08 eV per atom in the density residual
occupations: fixed
spin: none
net charge: 0

Cell vectors (angstrom)
a	10.938	0	0
b	0	10.938	0
c	0	0	31.9494

Atoms and the computed forces on them: element, x, y, z (angstrom), force x, y, z (eV/angstrom)
Si	10.6713	0.0525	24.4942	-0.0289	-0.0892	-0.171
Si	5.0763	0.0822	24.7031	0.0497	-0.0744	-0.0941
Si	2.843	2.2485	24.5611	-0.0243	-0.0031	-0.1612
Si	8.5514	2.4025	24.607	0.0156	0.01	-0.0988
Si	10.6534	5.5244	24.321	-0.2504	0.0991	-0.1592
Si	5.0858	5.5426	24.445	-0.034	-0.0075	-0.1611
Si	2.9666	7.9168	24.4179	-0.0368	0.0054	-0.0336
P	8.4274	7.6538	24.4989	0.6358	-0.1234	-0.0913
Si	1.3159	1.1215	25.8783	0.0321	0.0369	-0.0516
Si	6.8074	1.2971	25.7704	0.068	-0.0097	0.0644
Si	3.9521	3.9821	25.7517	-0.0472	-0.0219	-0.0188
Si	9.6848	3.9856	25.877	0.019	0.0389	-0.0268
Si	1.2474	6.8161	25.6448	0.0115	0.0423	0.0395
Si	6.7228	6.602	25.7191	-0.0066	0.1932	0.095
Si	3.9887	9.4235	25.9697	-0.0313	-0.0108	-0.0118
P	9.5783	9.6795	25.9363	-0.3101	0.0084	0.2697
Si	2.6507	-0.155	27.309	0.0036	-0.0073	-0.0198
Si	8.1967	-0.0121	27.2179	0.0817	0.136	-0.0143
Si	0.0933	2.6513	27.2347	-0.0152	-0.0108	0.0298
Si	5.4455	2.7174	27.1264	0.041	0.0021	0.0132
Si	2.6306	5.4358	27.0972	-0.0131	0.0199	-0.0043
Si	8.188	5.3577	27.1218	-0.0127	0.0202	-0.0382
Si	-0.0327	8.2265	27.1328	0.0434	0.0061	-0.0537
Si	5.5408	8.1159	27.151	-0.0015	-0.0688	-0.0508
Si	4.0882	1.3233	28.5015	-0.002	0.0295	0.0331
Si	9.5526	1.3602	28.558	-0.1248	0.0849	0.0758
Si	1.3867	4.0848	28.5717	0.0134	-0.0376	-0.0144
Si	6.7953	4.0768	28.525	-0.0032	-0.0598	-0.016
Si	4.0929	6.7819	28.4617	-0.0593	0.0167	0.0401
Si	9.5279	6.798	28.4566	-0.0022	0.0655	0.0102
Si	1.284	9.4935	28.6367	-0.0139	-0.0836	-0.019
Si	6.8406	9.5203	28.5493	0.017	0.0243	-0.0556
Si	-0.028	-0.0012	29.929	-0.0321	0.0595	0.0403
Si	5.4742	-0.0114	29.8864	0.0028	-0.0071	0.0458
Si	2.7636	2.716	29.9013	0.0145	-0.0045	0.0258
Si	8.179	2.75	29.8988	0.1589	-0.0464	0.0896
Si	-0.0123	5.4719	29.8776	-0.0156	0.0217	0.0324
Si	5.4557	5.4615	29.8829	-0.0453	0.0263	0.0482
Si	2.7522	8.1597	29.8939	0.0255	-0.04	0.0532
Si	8.2201	8.1785	29.8952	0.0277	-0.0269	0.024
Si	1.3673	1.3673	31.2657	0.1005	0.0432	-0.0107
Si	6.8362	1.3673	31.2657	0.0208	-0.0112	-0.0416
Si	4.1018	4.1018	31.2657	0.0917	-0.0793	0.057
Si	9.5708	4.1018	31.2657	-0.1752	0.0816	-0.062
Si	1.3673	6.8362	31.2657	0.0154	-0.1332	-0.032
Si	6.8362	6.8362	31.2657	-0.0093	-0.0583	-0.1022
Si	4.1018	9.5708	31.2657	0.0066	-0.0744	-0.115
Si	9.5708	9.5708	31.2657	-0.1887	-0.1513	0.1849
Si	2.7345	0	0.6835	0.0171	0.0797	0.0262
Si	8.2035	0	0.6835	-0.0204	0.0435	-0.1035
Si	0	2.7345	0.6835	0.0871	0.0932	0.0234
Si	5.469	2.7345	0.6835	-0.0196	0.0733	0.0944
Si	2.7345	5.469	0.6835	-0.0784	-0.0272	-0.0493
Si	8.2035	5.469	0.6835	0.0566	0.1072	0.0078
Si	0	8.2035	0.6835	0.0271	0.0813	0.1308
Si	5.469	8.2035	0.6835	0.0463	0.1228	0.0709
Si	4.0968	1.379	2.0662	0.0052	-0.0038	0.0049
Si	9.5934	1.351	2.0472	-0.0088	-0.0031	0.0014
Si	1.3519	4.1369	2.0585	-0.0011	-0.0007	-0.001
Si	6.8273	4.1328	2.0473	-0.0037	0.0056	0.0049
Si	4.0902	6.8467	2.0475	-0.0019	-0.0051	0.0033
Si	9.5707	6.8413	2.0654	-0.019	0.0078	0.0255
Si	1.361	9.6002	2.0589	-0.0099	0.0028	-0.0026
Si	6.8256	9.6132	2.0507	0.0113	-0.0024	-0.0038
Si	0.033	0.036	3.4776	0.0044	0.0029	0.0068
Si	5.4843	0.0398	3.4565	-0.0042	0.0119	0.0292
Si	2.7186	2.7727	3.4089	0.0012	-0.0054	0.0154
Si	8.2531	2.78	3.3489	0.0148	0.0054	-0.0001
Si	0.0271	5.5183	3.4762	0.0092	0.0175	0.0191
Si	5.475	5.5229	3.4313	0.0019	0.0158	0.0194
Si	2.7376	8.2404	3.4048	0.0034	-0.0047	0.0107
Si	8.2422	8.2893	3.3913	0.0351	0.0023	0.0082
Si	1.3821	1.4547	4.8521	-0.0211	0.0039	-0.0012
Si	6.9128	1.4726	4.7369	-0.0031	-0.0096	0.0212
Si	4.0651	4.1521	4.7675	0.0058	0.0078	0.0082
Si	9.6013	4.0808	4.7852	0.0139	-0.0169	0.0088
Si	1.3703	6.97	4.8505	-0.0181	0.0013	-0.0056
Si	6.8433	6.9872	4.7349	-0.0228	-0.0051	0.0066
Si	4.0977	9.5733	4.7973	0.0051	0.0009	0.0001
Si	9.6244	9.5785	4.8481	0.0108	-0.0136	-0.011
Si	2.7622	0.0346	6.1487	0.007	-0.0107	0.0203
Si	8.2983	0.1172	6.1021	-0.0001	0.0112	0.0194
Si	0.0203	2.7977	6.3105	-0.0085	-0.0083	-0.0256
Si	5.5197	2.8361	6.0829	-0.0039	-0.0061	-0.0038
Si	2.7577	5.5891	6.15	0.0022	-0.0003	0.0216
Si	8.2563	5.596	5.9657	-0.0083	0.0081	0.0232
Si	0.0524	8.3044	6.38	0.0015	-0.0084	-0.0203
Si	5.5036	8.2989	6.2296	-0.0065	-0.0009	-0.0024
Si	4.4292	1.1791	7.3396	-0.0092	-0.0128	0.0295
Si	9.8158	1.1495	7.6279	-0.0183	-0.0233	0.0396
Si	1.1824	4.4979	7.5166	0.0123	0.0217	0.0396
Si	6.6483	4.5416	7.2634	0.0188	0.0165	0.0299
Si	4.328	6.7036	7.5518	-0.0093	-0.0179	0.0308
Si	9.7333	6.6103	7.5099	-0.0291	-0.0322	0.0328
Si	1.2863	9.9391	7.7153	0.0152	0.0243	0.0371
Si	6.7266	9.9601	7.4241	0.0069	0.0189	0.0352
O	9.562	1.1973	24.0085	0.0081	0.0451	0.0195
O	4.0531	6.749	23.9328	0.013	-0.0206	-0.0079
O	4.0313	1.1929	24.0301	-0.0472	0.0429	0.0349
O	9.3711	6.5202	23.747	0.1149	-0.4656	-0.1374
O	-0.0223	5.5417	8.0268	-0.0018	-0.0014	0.0198
O	5.5755	0.1208	7.9224	0.008	0.0015	0.0263
O	0.0773	0.0899	8.1572	-0.0023	-0.0002	0.0161
O	5.5369	5.6092	7.895	0.0002	0.005	0.0233
O	7.6091	3.9695	8.4589	-0.0198	-0.0162	0.0024
O	8.7311	7.0434	8.7726	0.0263	0.0181	-0.0108
O	2.1852	9.4536	9.0572	-0.024	-0.0086	-0.0191
O	8.8968	1.6785	8.9291	0.031	0.0144	-0.0203
O	7.6192	9.4653	8.7276	-0.0235	-0.0207	-0.0046
O	3.6156	1.8163	8.6149	0.0216	0.0149	-0.0022
O	3.5909	7.2219	8.9608	0.0191	0.0139	-0.0171
O	2.0643	3.9983	8.8325	-0.0147	-0.0114	-0.0128
O	8.1209	3.468	23.4116	-0.0208	-0.064	0.0055
O	0.4359	4.8818	22.9601	0.0361	-0.0583	0.0037
O	1.9121	2.705	23.2744	0.0355	-0.0253	0.0478
O	5.7644	4.8188	23.1191	-0.0214	0.0372	0.052
O	5.5985	9.9239	23.5838	-0.1793	0.1305	0.1354
O	2.4531	8.6811	23.0403	0.0047	-0.0202	0.0134
O	0.1663	9.993	23.2188	0.044	0.0459	-0.0175
O	7.8532	8.4773	23.2062	-0.2297	0.098	-0.1447
Si	8.664	7.6495	18.492	-0.009	-0.002	0.0093
Si	8.791	6.3255	13.6722	-0.0068	0.0011	0.0113
Si	3.7973	1.5042	14.769	-0.0051	-0.0025	-0.0061
Si	2.1398	5.7067	17.6791	0.0026	0.0048	-0.0111
Si	2.4262	3.0936	19.53	0.007	0.0076	-0.0022
Si	9.8163	8.998	12.1131	0.004	-0.0029	-0.005
Si	1.292	9.3936	22.1477	-0.0425	0.0132	0.0135
Si	9.18	0.9277	13.2402	0.0005	-0.0002	-0.0035
Si	1.4311	5.0233	13.0685	0.0009	-0.001	-0.0041
Si	1.8004	8.2263	12.847	0	-0.0002	0.004
Si	6.7025	9.4617	22.5156	0.1736	-0.153	-0.0734
Si	4.5244	4.566	15.7463	0.0018	0.0025	-0.006
Si	8.214	3.0135	9.6032	-0.0084	0.0082	0.0007
Si	0.8397	8.2002	19.3266	-0.0142	-0.007	0.0018
Si	6.9688	1.2537	21.1461	0.0009	-0.0165	0.0093
Si	8.2286	8.3031	9.6942	0	-0.002	0.0015
Si	10.8948	5.1759	15.6528	-0.0022	0.0048	-0.0044
Si	7.5748	9.4555	16.3686	-0.0002	-0.0094	-0.001
Si	9.9263	2.0085	20.3237	-0.0111	-0.0052	-0.0028
Si	3.2192	8.5039	9.939	0.0086	-0.0025	0.0115
Si	6.6977	3.2946	17.4388	-0.0004	0.0024	-0.0015
Si	1.1558	0.1676	19.8473	-0.0179	-0.0142	0.0093
Si	3.2424	2.7842	12.3259	-0.0021	-0.0045	-0.0028
Si	7.2175	5.3354	19.7202	0.0071	0.0078	0.0206
Si	5.7531	8.645	11.5793	-0.0003	0.0024	0.0015
Si	5.7907	6.0449	13.2402	-0.0012	0.0016	-0.0008
Si	4.6382	9.6608	17.6873	-0.0038	-0.012	0.0155
Si	1.0267	3.5414	22.2016	-0.0383	0.0554	-0.0136
Si	4.9103	1.4306	18.8571	0.0067	-0.0051	-0.0022
Si	3.1959	3.0721	9.5418	0.0078	-0.003	0.0004
Si	6.4588	10.7852	13.8388	0.0005	-0.0012	-0.0065
Si	10.3573	0.075	16.0137	0.0047	0.0059	-0.0078
Si	5.6637	3.6371	11.1813	-0.0013	-0.0025	-0.0021
Si	9.8439	3.8631	11.948	0.0034	0.0009	-0.0091
Si	2.3529	9.8816	15.5908	0.0042	-0.0037	-0.0091
Si	6.0898	8.0628	19.8652	-0.006	0.0112	0.0284
Si	6.907	3.8997	22.4137	0.0518	0.0042	-0.0212
Si	9.7532	2.7388	17.3949	-0.0007	0.0001	-0.0001
O	7.2007	6.3481	14.0166	-0.0096	-0.0027	-0.0202
O	1.881	7.007	18.7472	-0.0081	0.0019	0.0019
O	10.2906	4.0011	16.5615	0.0061	-0.003	0.0031
O	6.1713	9.9015	17.1139	-0.0017	-0.0035	0.0009
O	10.1579	0.6571	14.5084	-0.0197	-0.0065	0.0066
O	8.4544	6.0674	18.9131	-0.0244	0.0175	0.0005
O	5.1791	0.6563	14.4759	-0.0055	-0.0057	-0.0069
O	5.729	1.9975	17.5741	0.0007	0.008	0.0235
O	8.3475	1.8767	20.5992	0.004	-0.0007	-0.0022
O	2.007	4.2465	18.4366	-0.0039	-0.0027	0.0132
O	6.965	2.7881	10.6551	-0.0024	0.0191	-0.0008
O	4.8778	2.6776	12.2416	-0.013	0.0254	-0.0241
O	6.0244	4.3432	16.3854	-0.0189	-0.0178	0.0067
O	4.56	3.9117	9.9722	-0.0153	-0.0302	0.0196
O	10.6989	2.7074	21.5825	0.0226	-0.0059	-0.0151
O	9.7322	6.1332	15.0079	0.0044	-0.0187	-0.0157
O	6.0049	6.4283	19.8535	0.0335	-0.0069	-0.0108
O	4.0818	0.1294	18.3297	0.0213	-0.0199	-0.008
O	9.2581	10.519	12.3136	0.0093	0.007	0.0191
O	2.8613	4.3244	12.7473	-0.0126	-0.022	0.0028
O	1.8467	10.6909	21.29	-0.0265	-0.0179	-0.0236
O	4.0053	2.6687	19.4393	0.0069	-0.0046	-0.0087
O	0.7398	10.0025	16.0136	-0.0119	0.0002	-0.0049
O	1.297	9.7513	18.9003	-0.0015	-0.0022	0.0255
O	1.7155	1.617	19.3169	-0.0057	0.0027	-0.0011
O	8.9482	10.3461	16.5437	0.0019	0.0023	-0.0161
O	4.8774	8.5684	18.8901	-0.0005	0.018	-0.0163
O	9.5745	8.7306	10.519	-0.0205	-0.0111	0.0114
O	6.7598	4.0301	18.8859	-0.0005	-0.0052	-0.0264
O	2.8535	1.6837	13.4348	0.0152	0.0195	-0.0049
O	5.8948	8.6353	21.3742	0.011	0.0164	-0.0132
O	2.546	2.4302	10.9006	0.0306	0.0275	0.0046
O	7.587	4.778	21.2091	-0.0303	-0.0123	0.0063
O	5.219	7.4511	12.5903	0.0286	-0.0038	-0.005
O	0.4327	9.0353	12.5406	-0.0051	-0.018	0.0002
O	7.5909	1.0219	13.6298	0.0079	-0.0216	0.0059
O	7.1092	9.5989	14.7991	0.0064	0.0255	-0.0093
O	8.9801	4.9913	12.7462	0.025	-0.0062	0.001
O	8.0992	7.9924	16.9641	-0.0035	0.0075	0.0113
O	6.2307	2.4663	21.9712	0.0045	-0.0074	-0.0143
O	2.4629	9.0296	14.1517	-0.0138	-0.0044	0.0082
O	0.4278	4.4522	11.9143	-0.0027	-0.0006	0.0147
O	0.7786	8.2889	20.9999	0.0272	0.0303	-0.0072
O	9.3917	3.8057	10.3914	-0.0235	-0.0193	0.0113
O	9.6609	2.349	12.5749	-0.0194	0.0039	-0.0047
O	7.628	8.5128	19.4484	0.0018	-0.034	-0.0206
O	2.5507	8.1565	11.3929	-0.0084	0.0038	-0.0212
O	3.9734	3.0241	15.4135	-0.0001	0.004	-0.0129
O	0.8528	4.4691	14.489	-0.0067	0.0223	-0.0052
O	10.0327	2.9601	18.9913	-0.0017	-0.0193	-0.0078
O	9.1479	7.7666	12.9755	-0.002	-0.0049	-0.0128
O	10.4967	0.4879	20.0789	0.0193	0.0216	-0.0017
O	6.0359	5.0149	11.9749	-0.0104	-0.0047	0.01
O	8.1558	2.6995	17.03	0.0007	0.0069	0.0182
O	3.535	5.4483	16.7691	-0.0006	-0.0064	-0.0097
O	4.6688	9.1178	10.4282	0.0112	-0.0156	0.0042
O	1.5445	6.6451	13.2065	0.002	-0.0002	-0.0017
O	4.7656	5.4618	14.3863	0.0102	-0.0059	0.0019
O	2.049	3.8137	20.9514	-0.0111	-0.03	0.0072
O	10.555	1.3745	16.9854	-0.0101	0.0066	-0.0034
O	0.9441	6.0382	16.6145	0.0028	-0.0222	-0.0136
O	7.3824	10.8373	21.9643	0.0001	0.0452	-0.0493
O	5.937	0.8352	19.9718	0.0087	0.02	0
O	6.0793	9.9962	12.452	-0.0025	-0.0118	0.0084
O	2.854	0.5049	15.6367	0.0087	0.0015	0.0003
O	7.0548	7.9964	10.8009	-0.0035	0.0204	-0.0064
O	10.248	7.9738	18.7396	0.0189	0.0022	0.0088
O	3.4538	9.1564	16.6318	0.0019	0.0154	0.0021

Results
free energy: -137764.187 eV
free energy less fixed offsets of O -569.03, P -756.45, Si -635.61 eV per atom: -0.007 eV

The program warned: the cutoff lies below the one the program advises for these potential files; the exchange-correlation potential is rough where the density is thin.
